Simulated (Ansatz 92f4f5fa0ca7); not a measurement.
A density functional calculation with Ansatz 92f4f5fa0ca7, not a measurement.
Periodic cell of 237 atoms, Si145O90As2, from a study of silicon, its oxide and their interface. The atomic structure is a simulated model.
Doubt: the cutoff is far below the 930 eV that the study's wrapper takes by default for these files, so forces and energies are approximate.

Settings
functional: PBE
potential files: Ansatz PAW
basis: plane waves
wave-function cutoff: 580 eV
density cutoff ratio: 5
exchange-correlation grid ratio: 1
k mesh: 1 x 1 x 1, Gamma-centred
self-consistency stop: 5e-08 eV per atom in the density residual
occupations: fixed
spin: none
net charge: 0

Cell vectors (angstrom)
a 11.6015 0 0
b 0 10.938 0
c 0 0 32.0622

Atoms: element, x, y, z (angstrom)
Si -0.2225 -0.0521 23.28
Si 3.6512 0.198 23.1129
Si 7.5316 -0.1222 23.4527
Si 1.6695 1.3789 23.4109
Si 5.711 1.4117 23.1946
Si 9.4223 1.2439 23.3794
Si 0.1339 5.317 23.4616
Si 4.0997 5.3135 23.412
Si 8.0066 5.6238 23.5381
Si 2.1302 6.587 23.3527
Si 5.9393 6.7873 23.4955
Si 9.9864 6.8769 23.5895
Si 1.8869 2.6724 25.3752
Si 5.8154 2.6649 25.2572
Si 9.6124 2.7016 25.2732
Si 11.5826 4.0153 25.392
Si 3.8762 3.98 25.3298
Si 7.7239 4.1066 25.3406
Si 1.9563 8.1554 25.1811
Si 5.7639 8.1788 25.3809
Si 9.6974 8.2695 25.4267
Si 11.6247 9.5676 25.2622
Si 3.8515 9.5904 25.077
Si 7.6787 9.5299 25.4114
Si 11.6394 -0.0061 27.2074
Si 3.8892 -0.0502 27.1204
Si 7.7491 -0.0079 27.2883
Si 1.9741 1.3175 27.2714
Si 5.8164 1.3265 27.2058
Si 9.6857 1.3386 27.2127
Si 11.5837 5.4771 27.243
Si 3.8345 5.4278 27.2205
Si 7.701 5.4667 27.2679
Si 1.9277 6.834 27.1752
Si 5.7488 6.8022 27.2816
Si 9.6443 6.82 27.2811
Si 1.9405 2.7215 29.1721
Si 5.7864 2.7143 29.142
Si 9.6759 2.7274 29.1475
Si 0.0087 4.0973 29.1654
Si 3.8591 4.0898 29.1687
Si 7.7248 4.0787 29.1751
Si 1.9392 8.1904 29.1353
Si 5.7817 8.1987 29.1802
Si 9.6673 8.2077 29.187
Si 0.0053 9.5632 29.1497
Si 3.8656 9.5772 29.1204
Si 7.726 9.548 29.1918
Si 0 0 31.0965
Si 3.8672 0 31.0965
Si 7.7343 0 31.0965
Si 1.9336 1.3673 31.0965
Si 5.8008 1.3673 31.0965
Si 9.6679 1.3673 31.0965
Si 0 5.469 31.0965
Si 3.8672 5.469 31.0965
Si 7.7343 5.469 31.0965
Si 1.9336 6.8362 31.0965
Si 5.8008 6.8362 31.0965
Si 9.6679 6.8362 31.0965
Si 1.9336 2.7345 0.9679
Si 5.8008 2.7345 0.9679
Si 9.6679 2.7345 0.9679
Si 0 4.1018 0.9679
Si 3.8672 4.1018 0.9679
Si 7.7343 4.1018 0.9679
Si 1.9336 8.2035 0.9679
Si 5.8008 8.2035 0.9679
Si 9.6679 8.2035 0.9679
Si 0 9.5708 0.9679
Si 3.8672 9.5708 0.9679
Si 7.7343 9.5708 0.9679
Si 11.6251 0.022 2.9086
Si 3.8125 0.084 2.8073
Si 7.761 0.0084 2.9065
Si 1.9018 1.4598 2.9473
Si 5.8182 1.334 2.8386
Si 9.6732 1.3764 2.9233
Si 11.5878 5.4436 2.9259
Si 3.8611 5.4477 2.9293
Si 7.7706 5.5105 2.8857
Si 1.918 6.7994 2.8689
Si 5.8186 6.8028 2.8756
Si 9.6991 6.8854 2.9586
Si 1.876 2.4878 5.0919
Si 5.7847 2.8876 4.6028
Si 9.6148 2.8026 4.8298
Si 11.6325 4.0274 4.8302
Si 3.7431 4.0128 4.8389
Si 7.7378 4.2306 4.8739
Si 1.9155 8.1485 4.8008
Si 5.8162 8.2269 4.749
Si 9.6993 8.289 4.9319
Si 11.6652 9.6525 4.8938
Si 3.8469 9.4895 4.5554
Si 7.7463 9.6224 4.8756
Si 11.6509 0.1233 6.8652
As 4.1589 -0.4568 6.6497
Si 7.8401 -0.0023 6.9032
Si 2.2709 0.7561 7.5755
As 5.8396 1.3073 6.4035
Si 9.7645 1.5663 6.8374
Si 11.5237 5.4684 6.7111
Si 3.9653 5.4027 6.7662
Si 7.6925 5.6628 6.831
Si 1.9682 6.6465 6.666
Si 5.7649 6.9906 6.7543
Si 9.7085 6.9808 6.9378
O 9.8107 7.8307 8.405
O 7.4268 10.068 8.2651
O 7.4094 4.7104 8.1748
O 2.4612 10.8572 9.0085
O 2.0442 7.5809 8.0277
O 4.0941 4.5516 8.2186
O 9.7951 2.4941 8.2203
O 2.7771 2.2946 8.0833
O 11.4299 4.6068 8.1347
O 5.5197 2.3055 7.8458
O 5.776 7.9397 8.1333
O 10.8444 10.2213 8.0806
O 11.2108 10.1094 21.7993
O 3.2116 10.6929 21.5399
O 5.7155 7.8149 22.1989
O 4.2105 4.4682 21.965
O 7.653 9.7005 22.1917
O 10.2985 7.6739 22.166
O 1.6086 2.3945 22.0967
O 5.9205 2.4429 21.8834
O 8.4102 4.7141 22.2049
O -0.1026 4.4325 22.0529
O 2.3028 7.3349 21.887
O 9.1222 1.9079 21.8852
Si 1.8197 7.8261 9.597
Si 4.9999 0.6344 17.7058
Si 2.3954 5.4823 14.0732
Si 10.4658 3.8953 13.9927
Si 8.207 2.4401 15.3021
Si 9.5349 2.2462 20.3528
Si 10.5277 3.6736 9.1084
Si 0.0545 2.2796 11.5897
Si 10.8846 8.0845 15.4663
Si 5.1116 6.9777 14.0485
Si 5.7383 2.6862 11.1939
Si 8.5384 7.6631 19.3995
Si 8.0946 4.8428 20.6171
Si 5.8559 9.6314 15.22
Si 2.0671 7.6545 20.3138
Si 1.859 4.8994 18.7722
Si 4.4512 3.4869 18.0441
Si 8.4172 8.9572 16.8422
Si 0.7261 9.4893 13.4242
Si 9.8595 10.6211 11.7955
Si 5.3225 3.715 21.0273
Si 0.451 5.4974 16.2844
Si 10.5815 9.0673 9.1886
Si 6.53 8.9058 21.3063
Si 7.0118 7.2434 11.4779
Si 2.6161 0.7558 12.5304
Si 10.8483 8.7048 21.0353
Si 6.0091 4.4344 15.7233
Si 7.0257 0.5421 13.0418
Si 4.1871 2.9541 8.5696
Si 0.8213 6.8493 11.9273
Si 6.2927 9.1653 9.0847
Si 0.6486 3.2906 21.1447
Si 9.6937 6.5844 12.8871
Si 7.7272 4.6314 9.7742
Si 3.9603 10.0765 20.2134
Si 4.1678 3.1148 13.6507
Si 3.5489 10.1612 10.0117
Si 8.0185 0.8243 18.0559
O 11.4423 3.2424 12.8764
O 9.3542 4.5031 9.9071
O 8.7873 3.599 19.855
O 4.0028 -0.0214 18.8218
O 11.2224 4.5384 15.2774
O 9.7347 9.7002 10.4391
O 3.6801 1.5775 13.4515
O 0.576 8.915 14.9392
O 6.4374 1.0534 18.3889
O 4.6831 3.1871 19.6339
O 6.2321 1.2467 11.795
O 0.4282 8.649 9.7891
O 5.6235 4.3872 17.3183
O 8.3738 7.3293 12.3462
O 4.4763 2.6266 10.1443
O 1.9327 5.7128 15.6152
O 3.4984 -0.0884 11.4713
O 5.8217 7.1886 12.5905
O 2.1966 6.3903 19.3126
O 0.5687 4.8604 17.7748
O 8.382 10.7935 12.4535
O 5.1063 10.2088 9.5022
O 0.5673 8.2584 20.1983
O 9.6455 2.6404 14.6019
O 1.7822 10.7093 13.5159
O 9.8707 9.1357 16.1526
O 6.0889 10.3695 13.7803
O 7.3129 1.6273 14.2206
O 1.6232 3.9536 20.0518
O 5.8974 5.9049 15.0194
O 7.2694 8.9673 15.703
O 1.5585 1.6767 11.7032
O 6.8682 8.5319 10.4791
O 4.2872 2.0405 17.2924
O 7.0318 3.3271 10.4493
O 11.3404 6.9426 16.5214
O 8.1813 10.1786 17.851
O 3.1312 8.5941 10.1557
O 7.5411 3.9029 15.5774
O 3.0916 4.341 17.8902
O 2.7874 3.9489 13.7536
O 1.304 8.3234 12.4462
O 1.1391 5.7816 13.0953
O 4.8903 8.3669 14.8786
O 11.1575 2.3927 20.3273
O 10.8529 9.9388 12.8889
O 5.1571 3.5899 12.4291
O 5.0065 3.3657 15.0082
O 6.4636 4.7938 20.5434
O 8.4088 1.6359 16.6996
O 10.4863 1.1484 11.4548
O 10.8127 6.7581 11.7072
O 3.2276 8.6824 19.8302
O 1.6171 6.4993 10.5403
O 7.1288 8.1565 20.0173
O 8.4048 7.6104 17.7707
O 3.626 6.4479 13.7009
O 9.4916 5.0037 13.2663
O 5.5017 9.9971 20.7169
O 10.1404 7.3555 14.2301
O 8.7682 6.1517 19.9408
O 7.0984 5.9181 10.5365
O 5.2262 10.6003 16.3923
O 9.0223 1.1353 19.2914
O 11.5866 3.1098 10.1958
O 9.6964 8.7133 19.8797

Results
free energy: -153071.861 eV
free energy less fixed offsets of As -4856.12, O -568.88, Si -635.61 eV per atom: 3.029 eV

Forces (eV/angstrom), in the order of the atoms: element, x, y, z
Si -0.0053 0.007 0.0024
Si 0.0004 0.001 -0.0025
Si -0.0051 0.0042 0.0002
Si 0.003 -0.0058 -0.004
Si 0.0003 -0.0019 0.0002
Si 0.0053 -0.0037 -0.002
Si -0.0047 -0.0006 -0.0015
Si 0.0044 -0.001 -0.0017
Si -0.0056 0.0007 0.0029
Si -0.0037 -0.0003 -0.0047
Si 0.0011 -0.0043 0.0058
Si 0.0021 -0.0014 -0.0056
Si -0.0006 -0.0008 0.0027
Si 0.0001 0.0017 -0.0041
Si -0.002 0.001 -0.0009
Si 0.0006 0.0015 -0.0018
Si -0.0024 0.0015 0.0002
Si 0 0.0047 0.002
Si 0.0038 0.0003 0.0031
Si -0.0004 -0.0006 0.001
Si -0.0008 0.001 0.0035
Si 0.0018 -0.001 -0.0018
Si 0.0018 0.0035 -0.0024
Si 0.0026 0.0005 0.0004
Si -0.0017 0.0009 0.0004
Si -0.0003 -0.0024 -0.0014
Si 0.0005 -0.0006 0.0008
Si 0.0013 -0.0002 0.0019
Si -0.0023 -0.0002 0.0013
Si -0.0008 -0.0012 -0.0001
Si -0.0003 0.0011 0.0012
Si -0.0006 0.0005 0.001
Si -0.0003 -0.001 -0.0001
Si -0.0015 -0.0021 -0.0004
Si 0.0021 0.0012 0.0008
Si -0.002 0.0005 0.0006
Si -0.004 0.0021 0.0023
Si 0.0023 0.0018 0.0048
Si -0.003 0.0017 0.0029
Si 0.0013 -0.0016 0.0008
Si 0.0019 0.0003 -0.0006
Si 0.0003 0.0017 -0.004
Si 0.0018 0.0001 -0.0013
Si -0.0008 -0.0021 -0.0043
Si 0.0022 -0.0004 -0.005
Si -0.0011 0.0008 0.0051
Si -0.0038 0.0062 0.0069
Si -0.0017 0.0008 -0.0014
Si 0.0506 0.0168 -0.0844
Si -0.0376 -0.068 -0.29
Si -0.0343 0.0875 0.1036
Si -0.0172 -0.0578 0.105
Si -0.008 -0.0364 -0.1132
Si 0.0215 -0.0811 -0.0515
Si -0.0083 0.0154 0.0523
Si 0.0412 0.0357 0.0205
Si -0.01 -0.012 0.0205
Si 0.0166 -0.0031 -0.1449
Si -0.0472 -0.0553 0.0892
Si 0.0321 -0.1489 0.1335
Si -0.0688 0.0544 0.0086
Si 0.0253 0.1461 -0.2916
Si 0.016 0.0024 0.0543
Si -0.0372 0.0534 0.0015
Si -0.0488 -0.0147 0.0924
Si 0.1314 0.0157 0.0974
Si -0.0211 0.0139 -0.0388
Si -0.021 -0.0004 0.03
Si 0.0448 0.0516 0.2071
Si -0.0619 0.0543 0.0937
Si -0.0207 -0.0198 -0.3411
Si 0.0448 -0.0567 0.097
Si -0.0047 -0.0006 0.002
Si 0.0141 -0.0482 0.019
Si 0.0064 -0.0098 0.0032
Si -0.0032 -0.0128 0.0262
Si -0.0052 0.0032 0.0115
Si 0.002 0.0124 -0.0088
Si 0.0043 0.0194 -0.0144
Si -0.0278 -0.0025 0.0006
Si 0.0204 -0.0085 0.0156
Si 0.0078 0.0006 -0.0052
Si 0.015 -0.0103 0.0208
Si -0.0143 -0.0156 -0.0018
Si -0.0608 0.0753 -0.1041
Si 0.078 0.0173 0.0774
Si -0.0229 -0.0065 0.0044
Si -0.0105 0.0079 -0.0036
Si -0.0036 0.0004 0.0226
Si -0.046 0.0246 -0.0385
Si 0.0109 0.0171 -0.0014
Si -0.0324 0.0141 -0.0003
Si 0.03 0 0.0031
Si 0.0038 -0.0143 0.0124
Si 0.0487 0.0479 0.0395
Si -0.0088 -0.0041 0.0045
Si -0.0462 -0.0191 0.0858
As -0.261 0.0514 0.0802
Si -0.0199 0.0333 0.0323
Si 0.4028 0.6613 -0.0814
As 0.0314 -0.0069 -0.1229
Si 0.0207 -0.0553 0.0683
Si -0.004 0.0225 0.027
Si 0.0059 0.0048 0.0065
Si -0.0008 -0.0053 0.0188
Si 0.0028 -0.0603 -0.0576
Si -0.0058 -0.0008 0.0026
Si -0.0056 -0.0131 0.0222
O 0.0233 0.0106 -0.017
O 0.0291 -0.0139 -0.0074
O 0.0087 -0.0043 0.008
O 0.0437 -0.2124 0.3563
O 0.0099 0.0444 0.0074
O 0.0076 -0.0125 -0.0089
O -0.0042 0.0045 -0.0277
O -0.1919 -0.5596 -0.2976
O 0.0073 0.0158 -0.0283
O 0.0037 0.0042 -0.0243
O -0.0009 -0.004 0.004
O 0.0866 0.0665 -0.1368
O 0 -0.0035 0.002
O 0.0009 0.0004 0.0081
O -0.0083 -0.002 0.01
O -0.0001 0.0009 0.0033
O 0.0025 -0.0005 0.003
O 0.0049 -0.0071 0.0137
O -0.0056 0.0055 0.0028
O 0.0004 0.0014 0.0055
O 0.0027 0.0002 0.002
O 0.002 -0.0022 0.0074
O -0.0014 -0.006 0.0118
O -0.0006 -0.0026 0.0057
Si -0.0115 -0.0664 0.0736
Si 0.0052 -0.0018 -0.0139
Si 0.004 0.0054 0.0041
Si -0.0083 -0.0022 -0.0023
Si 0.0164 -0.0011 -0.0153
Si -0.0021 -0.0065 -0.0153
Si -0.0009 -0.0056 0.0283
Si -0.0031 0.0054 0.0091
Si 0.0167 0.0067 -0.0032
Si 0.0055 -0.0001 0.0145
Si -0.0165 -0.007 0.0015
Si -0.0003 0.003 -0.019
Si 0.0012 0.0007 -0.0129
Si -0.0013 0.0005 -0.0045
Si -0.0005 0.0023 -0.0187
Si 0.0092 -0.0112 -0.0174
Si 0.0019 0.0073 -0.0149
Si -0.0001 0.0003 -0.0039
Si 0.0022 -0.005 0.0119
Si -0.0129 0.0225 -0.0085
Si -0.0021 -0.0034 -0.0156
Si -0.0012 0.0033 -0.0092
Si 0.0048 0.0379 -0.0199
Si 0.0047 0.0047 -0.0085
Si -0.0026 0.0028 -0.0028
Si 0.0049 0.0135 -0.0185
Si -0.0051 0.0059 -0.0081
Si -0.0039 -0.0005 -0.0058
Si 0.0004 0.0124 0.0027
Si -0.0949 -0.0822 0.0192
Si -0.0046 -0.0172 0.013
Si 0.0223 -0.0314 -0.008
Si 0.0096 0.0025 -0.015
Si -0.0033 -0.0079 0.0005
Si -0.0155 -0.0079 0.0044
Si 0.0023 0.0043 -0.0164
Si -0.0003 0.0067 -0.0073
Si 0.0909 -0.0613 0.1489
Si -0.001 0.0185 -0.0049
O -0.0017 0.0049 0.002
O 0.0006 -0.0041 -0.0071
O -0.004 0.0062 0.0056
O -0.0027 -0.0075 0.0139
O 0.0062 0.0066 0.0117
O 0.0203 -0.0017 -0.0279
O -0.0119 -0.0066 0.0033
O 0.0069 0.0071 -0.0028
O -0.0145 0.0078 0.0118
O 0.0027 0.0009 0.0102
O -0.0005 0.0013 -0.0002
O -0.0507 0.0591 -0.0311
O -0.002 -0.0044 0.0065
O -0.0007 -0.0011 0.0005
O 0.0137 0.0081 -0.0091
O -0.0058 0.0013 0.0174
O 0.0059 -0.0357 -0.0504
O 0.0099 0.0033 -0.0156
O -0.0008 0.0094 0.0092
O -0.0036 0.0011 -0.0032
O 0.0044 0.0007 -0.0026
O -0.1656 0.0264 0.0023
O 0.0042 0.0068 0.0017
O -0.0145 -0.0034 0.0057
O -0.0085 -0.007 0.0102
O 0.0116 0.0119 0.0061
O -0.0002 -0.0004 0.0027
O -0.0016 -0.0085 -0.006
O -0.0066 -0.0021 0.0204
O 0.0008 0.0027 0.0023
O -0.0137 0.0005 -0.011
O 0.0187 -0.0159 0.0093
O -0.0082 -0.0119 -0.0071
O -0.0006 0.0012 0.0078
O 0.0261 0.0273 -0.0155
O 0.0085 -0.0114 0.0046
O 0.001 -0.0249 0.0101
O 0.0375 0.0729 -0.0159
O -0.0017 0.012 0.0077
O -0.0042 0.0009 0.0128
O 0.0075 -0.018 -0.0031
O -0.0041 0.0152 0.0063
O -0.009 0.0054 -0.0043
O 0.001 -0.0014 -0.0003
O 0.0042 0.0033 0.0043
O 0.0201 -0.0091 0.0127
O 0.0034 0.0024 0.0033
O -0.0016 0.0015 0.0105
O -0.0006 0.0003 0.0076
O 0.0101 -0.0044 -0.0014
O -0.0007 -0.0156 -0.0047
O -0.0017 -0.0018 -0.0072
O 0.0041 0.0006 0.0097
O 0.0071 -0.0132 -0.0034
O 0.0006 -0.0077 0.0057
O -0.0004 -0.0063 0.0173
O -0.0078 0.0026 -0.0008
O -0.0001 0.0066 0.001
O -0.0077 0.0067 0.001
O -0.0113 -0.0073 -0.009
O 0.0018 -0.0076 0.0083
O 0.0003 0.0019 0.0001
O 0.0007 0.0032 0.0086
O 0.0072 0.0047 0.0132
O -0.0066 0.0038 -0.0161
O 0.0012 0.0026 0.0054

The program warned: the cutoff lies below the one the program advises for these potential files; the forces do not sum to zero within the program's tolerance; the exchange-correlation potential is rough where the density is thin.
